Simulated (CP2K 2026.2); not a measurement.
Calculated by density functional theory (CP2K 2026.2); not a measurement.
Periodic cell of 513 atoms, Si360O153, from a study of silicon, its oxide and their interface. The atomic structure is a simulated model.
Doubt: the forces sum to 1.94 eV/angstrom along one axis rather than to zero, so they err by at least 0.0038 eV/angstrom per atom on average; the grid cutoff is modest.

Settings
functional: PBE
method: Gaussian and plane waves
basis set: DZVP-MOLOPT-SR-GTH
pseudopotentials: GTH-PBE
grid cutoff: 350 Ry, relative cutoff 50 Ry
k points: Gamma only
occupations: fixed
spin: none
net charge: 0

Cell vectors (angstrom)
a 16.32 0 0
b 0 16.32 0
c -0.8849 7.4129 34.2422

Atoms and the computed forces on them: element, x, y, z (angstrom), force x, y, z (eV/angstrom)
Si 13.862 22.608 34.159 0.206 -0.178 0.715
Si 1.118 1.758 0.045 0.014 -0.17 0.767
Si 14.353 11.404 34.241 -0.186 0.056 0.736
Si 1.547 6.608 0.272 -0.133 0.279 0.733
Si 14.559 9.966 0.201 -0.178 0.156 0.658
Si 1.95 11.852 0.329 -0.06 -0.339 0.495
Si 4.489 14.25 0.169 0.038 0.018 -0.035
Si 6.112 8.498 34.196 -0.132 0.116 0.744
Si 3.858 4.433 0.034 0.249 -0.25 0.66
Si 7.291 6.418 0.156 -0.017 0 -0.074
Si 3.597 10.089 0.388 -0.04 -0.026 0.007
Si 6.241 12.561 0.298 -0.156 0.294 0.505
Si 8.375 22.623 34.161 0.125 -0.208 0.758
Si 11.606 8.543 34.179 -0.119 0.144 0.727
Si 8.949 4.644 0.051 -0.197 0.06 0.603
Si 11.053 14.464 34.13 0.177 -0.092 0.783
Si 9.701 9.179 0.18 0.058 0.079 0.688
Si 11.939 19.058 34.24 0.091 -0.049 0.709
Si 0.011 16.356 1.256 0.004 0.017 -0.064
Si 2.743 2.803 1.348 0 0.01 -0.048
Si -0.007 5.426 1.504 0.004 -0.017 -0.06
Si 2.664 8.259 1.509 0.066 -0.046 -0.046
Si 0.033 10.922 1.386 0.022 0.016 0
Si 2.864 13.491 1.702 0.046 -0.016 0.054
Si 5.419 16.195 1.238 -0.06 -0.028 -0.063
Si 8.093 2.758 1.254 0.027 -0.018 -0.018
Si 5.5 5.472 1.361 -0.03 0.029 -0.011
Si 8.224 8.037 1.556 0.021 0.047 -0.033
Si 5.334 10.936 1.68 0.038 0.011 -0.022
Si 8.103 13.631 1.285 0.013 -0.009 -0.078
Si 10.868 16.326 1.24 0.009 0.007 -0.033
Si 13.621 2.755 1.228 0.017 -0.019 -0.059
Si 10.805 5.486 1.275 -0.025 0.001 -0.048
Si 13.529 8.168 1.31 -0.034 -0.007 -0.071
Si 10.954 10.845 1.261 0.033 0.032 -0.065
Si 13.635 13.546 1.208 -0.034 -0.033 -0.031
Si 14.956 1.377 2.654 0.013 0 0.026
Si 1.402 4.089 2.81 0.007 -0.016 0.038
Si 14.889 6.824 2.711 0.005 0.022 0.016
Si 1.257 9.524 2.855 0.023 0.037 -0.036
Si 15.011 12.326 2.709 -0.026 -0.02 -0.039
Si 1.366 15.001 2.686 -0.05 0.026 -0.011
Si 4.072 1.31 2.605 0.041 0.013 0.001
Si 6.749 4.019 2.729 -0.012 0.027 -0.022
Si 4.133 6.866 2.732 -0.011 -0.042 -0.001
Si 6.81 9.482 2.766 0.008 -0.015 0.042
Si 4.095 12.211 3.156 0.009 -0.02 -0.003
Si 6.802 14.972 2.731 -0.051 -0.008 0.013
Si 9.534 1.42 2.608 -0.032 -0.027 -0.002
Si 12.213 4.09 2.584 0.009 -0.001 -0.003
Si 9.578 6.723 2.877 0.016 0.024 0.007
Si 12.218 9.507 2.749 0.009 -0.015 -0.001
Si 9.532 12.237 2.575 -0.014 -0.025 0.015
Si 12.214 14.901 2.581 0.032 0.036 0.006
Si 13.575 16.299 3.973 -0.001 0.003 -0.016
Si -0.005 2.7 4.079 0.003 -0.025 -0.019
Si 13.546 5.428 4.026 -0.01 -0.009 0.012
Si -0.086 8.141 4.144 -0.037 0.003 -0.012
Si 13.624 10.908 4.038 -0.02 -0.022 0.003
Si 0.012 13.664 4.09 0.032 -0.001 0.037
Si 2.719 16.345 4.052 0.012 -0.025 0.005
Si 5.404 2.654 4.053 -0.03 -0.003 0.011
Si 2.765 5.485 4.1 -0.014 -0.004 -0.003
Si 5.46 8.158 4.154 -0.005 0.01 -0.002
Si 2.63 10.822 4.275 0.024 -0.012 0.026
Si 5.52 13.664 4.238 0.016 0.003 -0.002
Si 8.179 16.37 4.021 0.036 0.022 -0.03
Si 10.889 2.736 4.004 -0.003 0 0.013
Si 8.142 5.355 4.115 0.019 0.003 -0.007
Si 10.904 8.157 4.16 0.001 0.013 0.013
Si 8.205 10.89 4.028 -0.004 0.035 0.037
Si 10.862 13.588 3.994 0.013 0.002 -0.007
Si 14.932 14.996 5.414 -0.005 0.006 -0.007
Si 1.357 1.358 5.44 0.012 0.006 -0.001
Si 14.935 4.079 5.398 -0.008 0.014 -0.004
Si 1.347 6.798 5.453 0.044 0.004 0.005
Si 14.918 9.545 5.47 -0.018 0.019 0.01
Si 1.306 12.282 5.512 -0.006 -0.027 0.006
Si 4.073 15.015 5.479 -0.016 0.01 0.001
Si 6.806 1.355 5.425 -0.012 -0.014 0.009
Si 4.083 4.06 5.43 0.005 0.009 0.008
Si 6.817 6.765 5.465 -0.019 0.011 0.016
Si 4.075 9.478 5.53 -0.011 0.011 0.019
Si 6.881 12.233 5.475 0.006 -0.011 -0.01
Si 9.529 14.974 5.374 -0.008 -0.024 0.002
Si 12.237 1.351 5.36 0.018 -0.008 0.005
Si 9.535 4.034 5.444 -0.013 -0.006 0.015
Si 12.255 6.776 5.468 0.015 0.003 0.004
Si 9.521 9.536 5.45 -0.022 0.018 -0.006
Si 12.23 12.252 5.388 0.001 -0.014 -0.001
Si -0.012 16.325 6.794 0.013 -0.001 -0.002
Si 2.712 2.724 6.8 -0.002 -0.004 -0.006
Si -0.019 5.423 6.786 -0.007 0.012 -0.005
Si 2.7 8.128 6.855 0.008 0.006 0.01
Si -0.042 10.896 6.839 0.013 0.018 0.008
Si 2.717 13.628 6.825 0.008 -0.007 0.003
Si 5.447 16.35 6.824 -0.008 -0.004 0.011
Si 8.165 2.697 6.804 0.016 0 0.012
Si 5.444 5.41 6.81 0.011 -0.014 -0.003
Si 8.162 8.16 6.804 -0.001 -0.014 0.003
Si 5.464 10.884 6.813 -0.005 0.011 -0.008
Si 8.212 13.62 6.805 -0.009 -0.009 -0.007
Si 10.886 16.323 6.751 -0.007 0.017 -0.01
Si 13.585 2.708 6.756 -0.005 -0.014 -0.009
Si 10.875 5.422 6.803 -0.015 0.011 0.002
Si 13.591 8.157 6.823 -0.006 0.002 0.009
Si 10.891 10.898 6.79 0.002 -0.018 0
Si 13.581 13.612 6.769 0.02 0.003 -0.004
Si 14.957 17.686 13.595 0.001 -0.006 -0.005
Si 1.369 4.09 13.58 0 0.01 -0.005
Si 14.94 6.813 13.604 0.021 -0.002 0
Si 1.336 9.507 13.587 0.013 0 -0.008
Si 14.944 12.22 13.583 0 0.021 -0.007
Si 1.355 14.96 13.595 0.01 -0.001 -0.005
Si 4.083 17.686 13.586 0.001 -0.006 -0.009
Si 6.811 4.094 13.602 0.003 -0.024 -0.008
Si 4.097 6.804 13.598 -0.004 0.008 -0.004
Si 6.813 9.514 13.626 -0.002 -0.012 0.004
Si 4.08 12.234 13.596 -0.004 0.011 -0.004
Si 6.813 14.948 13.594 -0.008 0.003 -0.011
Si 9.538 17.687 13.604 -0.02 0.001 -0.009
Si 12.24 4.091 13.608 0.001 -0.002 0
Si 9.522 6.801 13.613 0.001 -0.002 -0.002
Si 12.237 9.514 13.612 -0.016 0.014 -0.008
Si 9.515 12.23 13.618 0.001 -0.016 0
Si 12.211 14.947 13.6 0.008 0 -0.006
Si 13.57 16.323 14.929 0.009 -0.007 -0.013
Si 0.005 19.064 14.934 0.03 0.002 -0.009
Si 13.584 5.465 14.976 -0.002 -0.003 -0.01
Si -0.055 8.196 14.972 -0.025 0.012 0.01
Si 13.625 10.842 14.974 0.021 -0.021 0.008
Si -0.029 13.589 14.924 0.002 -0.015 -0.003
Si 2.728 16.327 14.943 -0.022 0.002 0.01
Si 5.424 19.069 14.941 -0.022 0.032 0.004
Si 2.751 5.426 14.943 0.021 -0.03 0.003
Si 5.457 8.142 14.981 -0.006 0.002 -0.004
Si 2.713 10.85 14.93 -0.015 -0.003 -0.004
Si 5.451 13.593 14.954 0.001 -0.024 0.01
Si 8.206 16.286 14.943 0.034 -0.009 0
Si 10.887 19.056 14.975 0.004 0.005 -0.004
Si 8.168 5.445 14.982 -0.013 0.008 0.001
Si 10.877 8.164 14.981 0.003 0.007 -0.005
Si 8.181 10.862 14.998 0.005 0.034 -0.007
Si 10.853 13.597 14.987 -0.036 0.028 0.001
Si 14.964 15.001 16.261 0.005 -0.019 0.005
Si 1.43 17.767 16.286 0.008 0.009 -0.018
Si 14.909 4.041 16.29 0.007 0.017 0.013
Si 1.345 6.798 16.206 0.004 0.002 -0.013
Si 14.928 9.512 16.458 -0.003 -0.013 -0.022
Si 1.262 12.142 16.25 -0.023 -0.016 -0.018
Si 4.043 14.917 16.293 0.008 -0.009 0.028
Si 6.831 17.689 16.193 0.011 0.016 -0.007
Si 4.102 4.102 16.379 0.005 0.002 -0.023
Si 6.762 6.738 16.372 0.001 -0.015 -0.039
Si 4.121 9.551 16.301 -0.017 0.01 0.023
Si 6.853 12.277 16.331 0.007 0.007 -0.013
Si 9.516 14.949 16.411 -0.004 0.001 -0.021
Si 12.186 17.622 16.32 -0.022 0.012 -0.024
Si 9.6 4.165 16.341 -0.001 -0.006 0.007
Si 12.296 6.893 16.361 0.035 -0.004 -0.017
Si 9.488 9.452 16.376 0.005 -0.009 0.03
Si 12.244 12.208 16.267 -0.009 -0.002 -0.012
Si 0.029 16.424 17.549 -0.018 -0.026 0.01
Si 2.753 19.091 17.765 0 -0.041 -0.013
Si -0.014 5.44 17.537 0.032 -0.016 0.016
Si 2.708 8.147 17.534 -0.007 -0.022 0.02
Si -0.02 10.877 17.807 0.011 0.003 -0.009
Si 2.603 13.478 17.549 0.016 0.022 0.01
Si 5.478 16.331 17.52 0 -0.011 0.071
Si 8.191 19.051 17.527 -0.01 0.017 0.047
Si 5.443 5.406 17.835 0.016 0.009 0.002
Si 8.084 8.073 17.749 0.042 0.048 0.04
Si 5.499 10.938 17.666 -0.022 -0.037 0.027
Si 8.161 13.597 17.809 -0.035 -0.001 -0.02
Si 10.878 16.299 17.795 0.01 0.032 -0.01
Si 13.535 18.97 17.646 0.042 0.01 0.038
Si 10.973 5.579 17.729 -0.043 -0.006 0.031
Si 13.578 8.179 17.909 -0.011 -0.002 -0.021
Si 10.925 10.825 17.638 0.006 0.015 0.012
Si 13.597 13.607 17.567 0.007 -0.001 0.025
Si 14.969 17.667 19.001 0.007 -0.023 0
Si 1.281 4.164 19.003 0.026 0.01 0.003
Si 15.052 6.702 19.077 0.001 -0.004 0.089
Si 1.427 9.427 19.023 -0.015 0.014 0.062
Si 14.894 12.345 19.061 0.012 0.004 0.063
Si 1.301 14.953 18.814 -0.012 -0.012 -0.021
Si 3.106 15.888 19.961 0 -0.016 -0.003
Si 6.928 20.29 19.057 -0.025 0.011 0.033
Si 3.953 6.842 19.034 0.004 -0.02 0.025
Si 6.75 9.505 19.09 -0.01 0.018 -0.012
Si 4.009 12.228 18.951 -0.025 -0.01 -0.017
Si 6.711 15.03 19.05 0.002 -0.014 0.071
Si 9.448 17.744 19.01 0.007 -0.012 0.056
Si 12.295 20.429 19.025 0.055 0.014 0.03
Si 9.54 6.837 19.177 -0.03 0.039 0.02
Si 12.173 9.61 19.276 0.004 0.004 0.092
Si 9.611 12.154 19.025 -0.019 0.036 0.019
Si 12.302 14.875 19.066 -0.029 0.008 0.054
Si 14.098 15.856 20.254 0.257 -0.204 -0.578
Si -0.411 19.421 20.265 0.017 -0.031 0.079
Si 14.216 4.827 20.271 0.094 -0.138 -0.726
Si 0.488 7.69 20.33 0.223 -0.325 -0.63
Si 13.16 11.484 20.436 -0.285 0.101 -0.668
Si -0.444 14.167 20.201 -0.043 0.016 0.012
Si 4.224 17.672 18.977 0.008 0.052 0.051
Si 6.03 18.479 20.323 0.045 -0.032 -0.023
Si 2.194 5.907 20.337 -0.038 0.031 0.018
Si 4.871 8.617 20.288 -0.12 0.298 -0.54
Si 2.61 11.36 22.325 0.168 -0.285 -0.734
Si 4.762 14.166 20.095 -0.009 0.061 -0.008
Si 7.737 16.751 20.329 0.024 0.061 0.052
Si 10.456 19.539 20.187 -0.339 0.139 -0.587
Si 8.711 4.928 20.317 0.032 -0.043 -0.006
Si 10.28 8.725 20.495 -0.117 0.168 -0.604
Si 8.569 10.441 20.278 -0.006 -0.013 -0.003
Si 11.335 13.124 20.349 0.011 -0.054 0.031
Si 13.282 16.936 23.182 0.026 0.002 -0.106
Si 15.559 13.107 24.774 -0.086 0.039 -0.097
Si 2.284 16.202 22.064 0.171 0.015 -0.599
Si 14.059 10.822 23.475 -0.03 0.109 -0.241
Si 14.126 5.658 23.36 0.066 -0.115 -0.137
Si 0.596 13.722 22.235 -0.27 0.112 -0.646
Si 15.698 8.276 23.255 0.056 -0.01 -0.227
Si 5.608 19.54 22.356 0.073 -0.434 -0.612
Si 5.874 7.822 28.909 -0.156 -0.066 0.006
Si 5.856 7.432 23.092 -0.013 -0.019 -0.09
Si 3.173 10.408 20.256 0.042 -0.034 0.042
Si 5.115 13.171 22.127 -0.116 0.322 -0.628
Si 8.668 16.309 22.473 -0.283 0.109 -0.728
Si 10.035 20.872 24.805 0.02 0.007 -0.209
Si 7.959 5.231 22.52 0.165 -0.155 -0.649
Si 12.003 6.888 24.994 -0.096 0.011 0.017
Si 7.787 11.639 22.123 0.245 -0.448 -0.606
Si 10.222 13.632 22.372 0.335 -0.138 -0.572
Si 14.572 17.732 27.225 -0.024 0.02 -0.111
Si 4.331 15.751 28.523 0.032 -0.03 -0.081
Si 10.74 12.127 27.602 0.062 0.022 -0.085
Si 15.42 10.17 28.111 0.009 0.043 0.013
Si 2.896 20.936 22.189 -0.197 0.471 -0.544
Si 8.382 11.114 31.255 -0.087 0.062 0.093
Si 2.024 9.045 24.408 0.093 0.053 -0.102
Si 12.08 7.336 29.66 0.021 -0.065 0.026
Si 12.569 17.228 29.385 -0.034 0.07 -0.035
Si 11.368 19.393 31.056 0.022 -0.099 0.263
Si 2.134 21.203 32.621 0.354 0.101 0.528
Si 5.67 14.648 32.319 0.188 -0.215 0.631
Si 13.711 15.26 25.789 -0.014 0.021 0.06
Si 9.432 19.933 27.565 0.044 -0.064 -0.031
Si 7.056 18.416 32.604 -0.119 -0.011 0.089
Si 4.05 12.044 31.358 -0.079 0.099 0.204
Si 10.212 8.97 23.636 -0.001 0.002 -0.176
Si 13.081 13.346 31.999 -0.068 -0.039 0.216
Si 12.901 11.256 29.714 -0.013 0.085 -0.025
Si 3.322 6.518 27.609 0.041 -0.059 -0.011
Si 13.924 7.813 27.359 -0.012 -0.029 -0.043
Si 14.458 16.209 31.587 -0.065 -0.054 0.15
Si 14.567 22.705 31.242 0.047 -0.053 0.109
Si 3.416 6.406 24.426 0.023 0.035 0.039
Si 0.673 19.171 28.302 0.101 -0.024 0.056
Si 4.311 17.365 24.161 0.058 -0.055 -0.059
Si 7.885 12.393 28.568 0.075 0.065 -0.016
Si 0.685 18.788 22.295 -0.515 0.207 -0.516
Si 6.764 14.818 27.102 -0.001 -0.026 -0.006
Si 11.243 15.206 27.652 0.027 0.073 -0.055
Si 10.69 18.436 23.084 -0.14 0.025 -0.097
Si 15.015 21.531 28.495 0 -0.055 0.019
Si 3.22 18.181 26.806 0.056 -0.013 0.048
Si 2.193 13.674 29.583 0.14 0.054 0.009
Si 2.814 19.146 30.533 -0.078 0.015 0.113
Si 11.013 9.492 31.218 -0.035 0.019 0.155
Si 7.427 9.593 24.441 0.032 -0.058 -0.144
Si 7.295 21.412 29.196 -0.092 -0.109 0.069
Si 0.722 15.065 31.784 0.026 0.054 0.129
Si 1.667 8.603 28.981 0.026 0.036 -0.117
Si 3.257 16.706 32.551 -0.025 0.399 0.634
Si 0.889 7.667 31.71 -0.069 -0.03 0.041
Si 8.608 16.876 27.972 -0.016 -0.055 -0.007
Si 4.558 20.137 28.344 -0.017 0.11 -0.052
Si 1.104 12.374 26.997 -0.009 -0.08 0.082
Si 8.699 20.751 31.797 0.046 0.077 0.043
Si 6.799 16.505 30.341 -0.031 -0.073 0.05
Si 14.887 19.22 24.383 0.105 -0.146 0.006
Si 6.343 15.126 24.299 -0.069 0.058 -0.11
Si 6.281 10.267 27.207 -0.077 -0.016 -0.125
Si 12.134 20.855 28.727 -0.01 -0.013 -0.002
Si 3.15 10.217 26.985 -0.009 0.015 0.034
Si 5.78 9.525 31.333 -0.042 0.038 0.19
Si 11.275 11.691 24.468 -0.097 0.094 -0.126
Si 14.948 17.691 8.144 0.013 0.006 0.004
Si 1.345 4.074 8.156 0.014 -0.013 0.006
Si 14.964 6.797 8.161 0.01 0.021 -0.004
Si 1.345 9.53 8.176 0.013 0.011 -0.001
Si 14.921 12.26 8.172 -0.006 -0.029 0.004
Si 1.343 14.974 8.172 -0.006 -0.005 -0.005
Si 4.08 17.701 8.174 0.012 0.019 -0.007
Si 6.814 4.068 8.167 -0.007 0.018 0
Si 4.08 6.767 8.181 -0.032 -0.026 0.002
Si 6.804 9.512 8.173 0 0 -0.004
Si 4.091 12.251 8.16 -0.001 0.004 0.009
Si 6.81 14.959 8.155 -0.001 -0.012 -0.001
Si 9.529 17.658 8.149 -0.015 -0.023 -0.003
Si 12.239 4.06 8.148 0.003 0 -0.006
Si 9.523 6.797 8.159 0.005 0.004 0.006
Si 12.225 9.521 8.163 -0.002 -0.014 0.008
Si 9.546 12.252 8.169 0.005 0.035 0.007
Si 12.233 14.972 8.138 -0.006 -0.001 -0.003
Si 13.596 16.324 9.506 0.006 0.001 -0.004
Si -0.014 2.721 9.517 -0.001 0.007 -0.001
Si 13.594 5.433 9.509 0.005 -0.008 0.002
Si -0.007 8.16 9.527 0.01 -0.009 0.004
Si 13.581 10.88 9.526 -0.009 0.017 0.003
Si -0.016 13.606 9.524 0.006 0.003 0.001
Si 2.718 16.328 9.523 -0.003 -0.003 -0.003
Si 5.446 2.727 9.534 -0.005 -0.003 0.005
Si 2.711 5.419 9.529 -0.001 0.005 0.007
Si 5.437 8.152 9.526 0.002 0.001 -0.001
Si 2.726 10.887 9.52 0.005 0 0.002
Si 5.451 13.602 9.523 -0.01 0 0
Si 8.167 16.311 9.52 0.007 0.002 0.001
Si 10.879 2.708 9.514 -0.008 0.005 -0.002
Si 8.166 5.439 9.523 -0.005 -0.002 -0.006
Si 10.872 8.16 9.524 -0.007 0.007 0.001
Si 8.172 10.881 9.517 -0.002 -0.005 0.003
Si 10.888 13.616 9.524 0.016 -0.022 0.008
Si 14.941 14.959 10.884 0.001 0.001 0.004
Si 1.346 17.678 10.875 0.005 0.008 -0.002
Si 14.959 4.091 10.881 0.007 -0.005 0.001
Si 1.358 6.798 10.875 0.011 0.003 -0.006
Si 14.946 9.518 10.881 0 0.004 -0.005
Si 1.361 12.249 10.873 -0.004 -0.007 -0.003
Si 4.087 14.967 10.879 -0.001 -0.003 0.002
Si 6.81 17.678 10.878 0 -0.002 -0.008
Si 4.084 4.079 10.893 -0.002 -0.003 0
Si 6.812 6.807 10.882 -0.001 -0.014 0
Si 4.076 9.515 10.886 -0.011 0.002 0.005
Si 6.801 12.227 10.88 0 0.006 -0.001
Si 9.519 14.957 10.89 -0.011 0.003 -0.004
Si 12.247 17.683 10.878 0.003 -0.012 -0.001
Si 9.52 4.071 10.879 0.002 0.01 0.002
Si 12.229 6.79 10.873 0.003 0.012 -0.005
Si 9.524 9.525 10.89 0.004 -0.008 0.001
Si 12.228 12.241 10.881 -0.002 0.006 0.003
Si -0.013 16.317 12.237 -0.009 -0.019 -0.004
Si 2.712 2.712 12.229 -0.013 -0.012 0.001
Si -0.004 5.459 12.243 0.025 0.016 -0.005
Si 2.712 8.148 12.242 -0.021 -0.021 -0.004
Si 0 10.882 12.222 0.017 0.007 0.006
Si 2.726 13.606 12.237 0.015 0.022 -0.004
Si 5.455 16.323 12.24 0.009 0.013 -0.006
Si 8.161 2.715 12.247 -0.015 -0.012 -0.008
Si 5.454 5.45 12.237 0.003 0.02 0.005
Si 8.169 8.166 12.251 0.014 0.025 -0.005
Si 5.445 10.865 12.25 -0.009 -0.017 0
Si 8.16 13.58 12.24 -0.002 -0.014 0.005
Si 10.884 16.326 12.235 0.011 0.009 0.003
Si 13.602 2.734 12.241 0.018 0.029 -0.001
Si 10.871 5.434 12.243 -0.024 -0.03 -0.003
Si 13.579 8.154 12.235 -0.007 -0.019 0.003
Si 10.883 10.885 12.254 0.015 0.034 -0.009
Si 13.578 13.591 12.242 -0.015 -0.035 -0.01
O 12.434 10.135 30.79 0.529 -0.093 0.375
O 15.061 21.65 30.117 0.042 -0.399 0.282
O 13.626 16.275 21.764 -0.014 -0.138 -0.011
O 11.007 5.69 25.431 -0.252 -0.19 0.366
O 0.991 17.187 22.237 -0.499 -0.256 0.085
O 14.005 5.133 21.855 -0.291 0.118 0.123
O 0.042 8.341 21.777 -0.082 0.494 -0.01
O 15.245 11.607 24.246 0.562 -0.197 -0.043
O 13.763 11.333 21.963 0.282 0.034 0.239
O 4.476 20.642 21.947 0.031 0.349 -0.485
O 14.701 18.643 25.882 0.06 0.176 0.013
O 1.226 12.218 22.224 -0.44 -0.341 0.11
O 11.02 19.115 21.662 0.21 0.315 0.102
O 10.464 8.44 22.12 0.351 -0.293 0.101
O 6.318 12.168 21.674 0.033 -0.209 -0.642
O 6.856 14.286 25.581 0.153 -0.437 0.065
O 2.445 10.332 23.554 0.132 0.122 0.191
O 6.16 8.688 24.052 -0.155 0.217 0.328
O -0.013 14.465 33.099 -0.456 0.075 -0.08
O 15.444 10.269 33.753 0.04 0.088 -0.673
O 2.743 9.713 28.475 0.285 0.355 0.462
O 4.692 15.949 32.508 0.105 0.339 0.355
O 14.337 13.774 25.615 -0.33 -0.205 0.126
O 1.432 13.384 28.197 -0.287 0.42 -0.173
O 1.052 8.614 32.998 0.401 0.047 -0.101
O 13.845 12.272 32.953 0.139 -0.109 -0.215
O 7.944 12.242 30.178 0.023 0.366 0.291
O 3.496 16.863 27.702 -0.214 -0.08 0.14
O 8.195 19.548 32.739 0.229 0.042 0.361
O 7.272 7.435 33.704 0.103 0.122 -0.262
O 14.391 20.755 24.378 0.134 0.148 0.679
O 14.031 18.356 23.319 -0.141 0.331 -0.514
O 7.684 17.152 33.382 -0.157 -0.036 -0.098
O 6.744 17.926 31.114 -0.039 0.419 -0.456
O 2.971 12.389 30.2 -0.256 -0.237 -0.06
O 2.676 5.171 23.701 -0.255 -0.292 0.48
O 2.172 15.559 32.235 -0.002 -0.317 0.03
O 6.606 9.064 28.215 0.384 0.037 0.162
O 4.902 13.396 31.623 -0.164 -0.079 -0.361
O 8.843 18.459 27.84 -0.145 -0.001 -0.033
O 11.227 8.252 24.649 0.268 0.094 0.361
O 13.906 14.698 31.709 -0.042 -0.172 -0.19
O 10.38 10.583 23.692 -0.401 0.083 -0.082
O 6.939 20.326 22.848 0.274 -0.103 0.484
O -0.275 16.222 31.278 0.068 0.36 -0.473
O 10.832 19.598 24.193 0.589 0.038 0.412
O 2.478 9.184 25.944 -0.198 -0.342 0.121
O 5.121 18.645 23.611 0.022 0.043 0.498
O 3.856 12.329 22.698 -0.163 -0.171 0.313
O 9.225 17.742 23.022 -0.26 0.272 0.329
O -0.072 11.336 27.378 -0.264 0.076 -0.034
O 11.528 22.345 28.903 -0.603 0.03 -0.089
O 11.049 13.101 23.684 0.121 0.402 0.417
O 4.735 10.276 26.765 0.048 0.184 -0.173
O 8.761 12.913 22.367 -0.094 0.241 -0.132
O 8.65 21.03 28.438 0.185 0.308 -0.117
O 10.845 13.691 27.946 -0.175 0.096 0.214
O 7.69 13.934 28.104 0.256 0.161 0.085
O 1.34 22.488 32.077 -0.129 0.106 0.026
O 5.417 9.142 32.866 -0.22 0.325 -0.028
O 7.357 16.337 27.088 -0.118 0.28 -0.327
O 9.156 20.295 26.019 -0.366 -0.123 -0.039
O 11.738 19.219 32.61 0.017 -0.08 -0.177
O 3.539 16.676 22.942 0.444 0.158 -0.073
O 7.517 21.147 30.776 -0.353 0.048 0.252
O 13.735 15.931 24.336 0.243 -0.197 -0.235
O 1.823 12.976 34.067 0.269 0.166 -0.152
O 12.724 6.374 23.654 -0.202 0.313 -0.693
O 7.532 10.904 23.529 0.089 0.112 0.454
O 9.843 10.544 30.89 0.036 0.027 -0.182
O 5.103 8.025 21.8 0.006 0.073 0.262
O 14.449 22.052 32.728 0.27 -0.61 -0.3
O -0.475 13.955 23.43 -0.361 0.363 0.154
O 7.359 9.863 31.242 0.192 -0.499 -0.041
O 0.074 19.162 23.764 0.223 0.281 0.527
O 13.794 17.017 30.384 0.324 0.434 -0.051
O 4.966 6.408 23.968 0.424 -0.58 0.226
O 4.605 7.419 27.998 0.244 0.25 -0.288
O 7.186 6.657 22.611 0.123 0.447 -0.272
O 11.856 11.344 28.471 -0.038 -0.252 -0.08
O 1.393 19.088 29.75 -0.454 -0.009 0.227
O 14.406 9.245 23.368 -0.289 -0.393 0.05
O 1.034 20.075 33.12 -0.567 0.134 -0.243
O 2.137 19.503 22.145 0.373 -0.283 0.261
O 9.043 21.984 32.796 0.244 0.035 -0.321
O 13.118 6.956 30.836 -0.091 -0.025 0.247
O 1.803 18.868 27.181 -0.165 0.254 -0.415
O 7.571 15.808 23.531 -0.212 0.012 0.342
O 1.972 7.227 28.157 -0.273 -0.458 -0.024
O 2.915 20.508 31.391 0.55 0.089 -0.071
O 3.05 17.84 31.429 -0.118 0.077 -0.356
O 1.837 14.724 22.547 0.222 -0.169 0.238
O 10.986 9.148 32.795 -0.569 0.037 -0.173
O 14.608 16.165 26.794 0.394 -0.164 0.245
O 3.41 11.496 32.745 -0.109 -0.288 -0.253
O 14.371 10.861 29.144 0.19 0.174 0.132
O 12.421 20.3 30.233 0.35 0.28 0.036
O 5.582 14.117 23.33 0.025 0.127 0.199
O 11.022 20.002 27.915 0.117 -0.527 -0.266
O 12.731 7.418 33.78 -0.092 -0.123 -0.087
O 9.901 15.571 33.69 0.082 -0.025 -0.343
O 14.15 17.018 32.933 0.086 0.061 -0.171
O 0.438 8.791 24.349 -0.236 0.08 0.533
O 2.511 11.657 26.671 0.45 0.282 -0.162
O 2.77 7.752 23.813 0.13 0.119 -0.599
O 12.886 8.187 28.547 -0.217 0.586 -0.055
O 12.021 15.782 28.94 -0.193 -0.324 0.306
O 10.925 11.847 26.024 -0.214 -0.169 0.073
O 9.956 20.181 30.966 -0.041 0.072 -0.29
O 11.379 18 30.198 -0.507 -0.11 0.149
O 14.653 9.223 27.027 0.101 0.199 -0.439
O 3.208 17.785 25.25 -0.639 0.123 -0.104
O 6.083 20.543 28.59 -0.025 -0.06 -0.132
O 3.544 21.4 28.306 -0.456 0.014 0.373
O 5.411 8.261 30.397 -0.209 -0.107 0.109
O 5.695 19.068 33.188 -0.353 0.086 -0.232
O 9.892 15.225 22.437 0.214 0.138 -0.164
O 11.717 17.237 23.366 -0.176 -0.625 0.323
O 3.255 14.882 29.367 -0.181 -0.032 0.161
O 5.339 16.294 24.791 -0.077 0.038 0.558
O 3.252 6.298 26.015 -0.313 0.049 0.117
O 8.417 11.787 32.716 0.24 -0.033 -0.28
O 10.852 8.153 30.313 -0.386 -0.056 -0.286
O 9.124 5.212 23.646 0.231 0.188 -0.022
O 6.594 11.644 27.966 -0.491 0.373 0.248
O 7.262 10.098 25.947 0.166 0.345 0.111
O -0.042 20.619 28.05 0.122 0.23 -0.018
O 8.728 8.669 24.188 -0.098 -0.621 0.256
O 15.02 6.7 27.834 0.248 0.164 -0.296
O 6.949 6.64 28.992 0.436 0.15 0.068
O -0.675 7.599 31.292 -0.184 0.531 -0.223
O 9.227 11.707 27.98 -0.078 -0.573 0.048
O -0.487 18.05 28.18 0.128 -0.211 0.229
O 1.832 8.273 30.551 0.579 0.124 0.211
O 0.986 14.016 30.602 -0.292 -0.31 -0.174
O 12.772 11.126 24.381 0.245 0.039 0.572
O 13.109 7.213 26.111 -0.004 -0.314 -0.021
O 4.979 10.835 30.839 0.117 0.041 -0.8
O 8.18 16.52 29.496 0.281 -0.25 0.454
O 15.308 6.74 23.546 0.171 -0.318 0.208
O 13.182 17.977 28.062 -0.185 0.402 0.017
O 12.873 12.653 30.548 0.148 0.257 -0.179
O 0.575 13.138 25.682 0.473 0.17 -0.133
O 9.935 16.123 27.443 -0.062 0.183 -0.314
O 12.194 15.215 26.342 -0.291 0.084 -0.183
O 6.83 15.204 31.317 0.689 -0.324 0.111
O 4.417 19.271 26.986 0.284 0.098 -0.661
O 0.174 9.193 28.827 -0.064 -0.029 0.425
O 4.054 19.171 29.518 0.498 -0.549 0.205
O 11.708 13.785 32.783 -0.026 0.007 -0.342
O 5.202 14.792 27.543 -0.215 -0.292 -0.072
O 13.595 20.872 28.021 -0.041 -0.348 -0.558
O 5.432 16.449 29.478 -0.045 0.319 -0.029

Results
total energy: -105603.660 eV
total energy less fixed offsets of O -438.35, Si -107.03 eV per atom: -5.310 eV
